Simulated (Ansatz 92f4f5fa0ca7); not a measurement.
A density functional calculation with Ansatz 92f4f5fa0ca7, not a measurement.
Periodic cell of 186 atoms, Si104O82, from a study of silicon, its oxide and their interface. The atomic structure is a simulated model.

Settings: functional r2SCAN; potential files Ansatz norm-conserving; basis plane waves; wave-function cutoff 1300 eV; density cutoff ratio 4; exchange-correlation grid ratio 1; k mesh 2 x 2 x 1, shifted by 0.5 0.5 0.5 of a step; self-consistency stop 5e-08 eV per atom in the density residual; occupations Fermi-Dirac, 0.05 eV; spin none; net charge 0.

Cell vectors (angstrom)
a, 11.638, 0.0786, 0.0259
b, 0.1752, 11.443, -0.0195
c, -3.5181, -0.5763, 23.5967

Atoms: element, x, y, z (angstrom)
Si, -3.0307, -1.0818, 0.2152
Si, -2.7734, 4.2374, 0.2244
Si, -2.7168, 7.3808, 0.5804
Si, 1.0027, -0.3783, 0.5997
Si, 1.4581, 2.6875, 0.0427
Si, 1.0088, 7.8778, 0.2577
Si, 4.9197, -0.6162, 0.0573
Si, 5.057, 3.7969, 0.8538
Si, 4.7658, 6.9336, 0.8411
Si, -1.0237, -0.4824, 1.6341
Si, -0.7113, 3.4448, 1.249
Si, -0.9313, 7.4095, 1.7504
Si, 3.0627, -0.6518, 1.7364
Si, 2.8765, 3.1038, 1.7973
Si, 2.7524, 7.4903, 1.8283
Si, 6.8895, -0.4625, 1.4919
Si, 7.1452, 3.6266, 1.7651
Si, 6.7602, 7.4338, 1.7799
Si, -0.8837, 1.5606, 2.8459
Si, -0.7554, 5.3015, 2.9152
Si, -0.7676, 9.155, 3.2326
Si, 3.1089, 1.302, 3.1013
Si, 2.8587, 5.2655, 2.9456
Si, 3.0681, 9.1805, 3.2082
Si, 7.0124, 1.462, 2.853
Si, 6.8688, 5.4703, 3.1606
Si, 6.9349, 9.3525, 3.0639
Si, -2.8149, 1.5974, 4.4186
Si, -2.6872, 5.4363, 4.4168
Si, -2.8057, 9.1723, 4.3611
Si, 0.94, 1.3593, 4.2543
Si, 1.02, 5.3136, 4.4996
Si, 1.1045, 9.1523, 4.523
Si, 4.968, 1.489, 4.4454
Si, 4.8864, 5.3776, 4.3413
Si, 4.9047, 9.1223, 4.4688
Si, -2.8662, -0.3333, 5.6628
Si, -2.8319, 3.3984, 5.6093
Si, -2.8809, 7.1817, 5.7246
Si, 0.9186, -0.3818, 5.8027
Si, 0.8837, 3.2845, 5.5871
Si, 1.1064, 7.3143, 5.7944
Si, 4.9337, -0.2524, 5.8586
Si, 4.9429, 3.3785, 5.6296
Si, 4.7657, 7.0983, 5.7592
Si, -1.1448, -0.4228, 7.1294
Si, -0.9832, 3.3328, 6.9647
Si, -0.8357, 7.2633, 7.2875
Si, 2.8569, -0.3162, 7.0208
Si, 3.0296, 3.5004, 6.8449
Si, 3.0031, 7.3607, 7.298
Si, 6.9137, -0.3579, 7.0568
Si, 6.9005, 3.6001, 7.0324
Si, 6.6854, 7.4194, 7.1654
Si, -0.9957, 1.7027, 8.5203
Si, -0.9379, 5.1886, 8.3061
Si, -0.8639, 9.1749, 8.5366
Si, 2.8175, 1.5436, 8.0933
Si, 2.8971, 5.2936, 8.4586
Si, 3.0461, 9.278, 8.6582
Si, 6.8069, 1.7531, 8.4369
Si, 6.7434, 5.3995, 8.3217
Si, 6.9547, 9.2374, 8.5617
Si, -2.9247, 2.3631, 9.9467
Si, -2.9162, 5.4279, 9.3512
Si, -2.8262, 8.4439, 9.8043
Si, 0.9755, 1.4738, 9.4831
Si, 0.9278, 4.5465, 9.8085
Si, 1.1106, 10.0781, 9.7668
Si, 4.8303, 1.6645, 9.5084
Si, 4.6375, 4.7166, 9.7929
Si, 5.2007, 9.942, 10.1491
Si, 2.073, 10.1157, 14.6886
Si, 1.0389, 5.7318, 12.6477
Si, 0.2795, 3.221, 21.8703
Si, 7.3453, 9.75, 12.1234
Si, 11.2551, 9.9754, 19.6622
Si, 7.8809, 12.7407, 12.6471
Si, 0.8652, 8.9158, 12.6051
Si, 0.4731, 5.9279, 21.3458
Si, 5.9362, -0.3765, 21.1717
Si, 5.468, 1.9519, 16.2496
Si, 6.2913, 5.5857, 14.5427
Si, 0.9526, 12.7496, 15.3151
Si, 10.8507, 11.05, 17.1538
Si, 6.7398, 8.6178, 17.4418
Si, 1.8777, 8.2347, 20.9098
Si, -0.7722, 9.3769, 14.766
Si, 3.6924, 10.3227, 19.6161
Si, -3.3941, 7.8084, 14.6744
Si, 4.4209, 10.4078, 16.775
Si, -3.0772, 2.6328, 15.3401
Si, 10.0041, 2.1267, 17.9574
Si, -3.4073, 9.1067, 20.0212
Si, 3.896, 3.6079, 18.3371
Si, 4.0894, 5.4107, 12.7265
Si, 5.5626, 3.0165, 13.4649
Si, -0.4431, 3.7991, 14.822
Si, -2.5683, 6.4381, 21.0392
Si, 6.0647, 5.6436, 17.7182
Si, 1.3562, 11.8167, 21.0884
Si, 7.9021, 4.0723, 19.4793
Si, 5.4389, 2.6326, 20.879
Si, 1.1472, 3.2547, 17.2533
O, 0.9532, -2.066, -0.1282
O, 5.2947, 10.6135, 19.8582
O, 6.0798, 1.1679, 20.9518
O, 1.8659, 6.7394, 20.738
O, 5.157, -0.6387, 22.621
O, -2.6507, 8.8418, -0.2708
O, 3.2377, 8.8767, 20.1571
O, 2.2818, 3.4215, -1.1049
O, -1.5592, 10.313, 15.786
O, 8.8527, 5.1695, 20.3171
O, 0.5711, 7.4557, 12.883
O, 0.9376, 6.8528, -0.8283
O, 4.8983, 5.2696, 1.1793
O, 9.8159, 9.7069, 20.1308
O, 1.4149, 11.5264, 22.5497
O, 1.8641, 8.8958, 22.5006
O, 1.3913, 3.2638, 22.7894
O, 8.6811, 13.1832, 13.9348
O, -2.9101, 3.9481, 10.3551
O, 0.0419, 4.8624, 13.7405
O, 5.3222, 9.3527, 17.0794
O, 0.8196, 9.1415, 11.0534
O, -3.965, 9.3587, 18.6496
O, 1.0092, 3.0597, 10.3468
O, 0.7074, 5.3794, 11.175
O, -2.8718, 6.8954, 10.1728
O, 1.1359, 11.4148, 10.2661
O, 4.8412, 0.2471, 10.2335
O, 8.8971, 12.9641, 11.3921
O, -0.4297, 9.6312, 13.2509
O, 7.5558, 11.2944, 12.7722
O, 4.7017, 3.1425, 10.2109
O, 5.9005, 9.4285, 11.5197
O, 5.0785, 6.1418, 13.6462
O, 7.4285, 8.8309, 13.5134
O, 11.914, 12.0071, 16.4996
O, 2.2694, 9.3693, 13.2102
O, 4.849, 2.1418, 14.7073
O, 0.2669, 4.4964, 20.9195
O, 0.8835, 1.8949, 20.8693
O, -2.1322, 2.1926, 16.6135
O, 0.2333, 13.7247, 14.5026
O, 0.0704, 11.1946, 20.3174
O, 1.9259, 11.6887, 14.4922
O, 2.3125, 3.8119, 18.231
O, -3.1209, 9.206, 11.1463
O, -0.9106, 6.6846, 20.9263
O, 3.2776, 10.6066, 18.1046
O, 5.8442, 5.6024, 16.0607
O, 0.6856, 8.7877, 20.15
O, 8.992, 2.9158, 19.0452
O, -4.4919, 2.2477, 16.0454
O, 3.5685, 10.0268, 15.6022
O, 6.7909, 3.6582, 20.318
O, -2.1397, 3.9229, 14.9153
O, 7.5438, 8.317, 16.1941
O, 10.0211, 11.9937, 18.201
O, 5.485, 11.7543, 16.4186
O, 4.7961, 5.0585, 18.4132
O, 4.5418, 5.6161, 11.1062
O, 0.7119, 9.3492, 15.4312
O, -2.8215, 5.7815, -0.1364
O, 2.0149, 13.7365, 16.2752
O, 2.6717, 5.6065, 12.9178
O, -3.4679, 7.5778, 20.6054
O, 6.3099, 2.1004, 12.4468
O, 7.7259, 6.26, 14.4273
O, 2.7914, 11.5612, 20.3625
O, 4.2344, 3.78, 12.8705
O, 4.1837, 2.9534, 19.726
O, 0.2285, 4.2553, 16.1952
O, 6.668, 4.0858, 14.0554
O, 7.3836, 4.6971, 18.1849
O, -1.7642, 7.9238, 14.7741
O, 6.2878, 7.1744, 18.2339
O, -4.0452, 10.1645, 21.0377
O, 0.569, 6.2731, 22.8708
O, 1.1861, 0.9278, -0.3971
O, 8.6004, 3.6047, -1.1683
O, 11.5479, 2.7233, 18.1699
O, 4.8566, 2.72, 17.3399
O, 11.3888, 9.8779, 17.9969

Results
free energy: -50272.851 eV
free energy less fixed offsets of O -463.61, Si -117.95 eV per atom: 9.969 eV
pressure: 2.48 GPa
stress xx, yy, zz, yz, xz, xy (GPa, positive in tension): 0.52, -3.7, -4.28, 0.19, -1.67, 2.01

Forces (eV/angstrom), in the order of the atoms: element, x, y, z
Si, 2.5953, -0.7112, 2.5425
Si, 0.3476, -1.5693, 0.7993
Si, -3.2577, -1.144, -1.0116
Si, 0.6449, -2.1416, -1.1169
Si, -1.4587, -2.3661, 0.8592
Si, -0.456, 1.2159, 5.7572
Si, 0.4237, -1.4091, -1.9063
Si, -0.4972, -3.7296, -1.2804
Si, -1.9286, -1.6024, -1.7634
Si, -0.9777, -0.1065, 0.7097
Si, 0.0565, 0.1227, 0.2955
Si, 3.1656, -0.7839, 1.118
Si, -0.0399, 1.8404, -1.5416
Si, 1.518, 0.9305, 0.0132
Si, 0.1649, -2.1483, -0.3388
Si, -2.0332, 0.8261, 0.4058
Si, 0.2256, -1.1236, 0.0213
Si, 2.1502, -0.0693, -0.1772
Si, -1.1961, -0.1018, -0.3691
Si, -0.0049, 0.6463, -0.1484
Si, -0.797, 0.6192, -1.1247
Si, -0.8793, -0.6379, 0.5259
Si, -0.3962, 0.4567, 0.7801
Si, -0.9953, -0.2401, 1.0545
Si, -0.1133, 1.0797, 0.9589
Si, 1.0365, 0.5617, 0.2097
Si, -1.2968, -0.9921, 0.633
Si, 0.1917, -1.8593, -2.8571
Si, -0.4649, -2.0165, -1.8812
Si, 0.4868, -0.3356, 0.5736
Si, 1.0677, 0.305, -0.0946
Si, 0.2658, 0.1811, -1.1137
Si, 0.518, 0.6908, -0.5216
Si, 1.0236, -0.2734, -1.9852
Si, -0.8655, -1.5802, -0.6483
Si, 1.6985, 0.7563, 0.9688
Si, -0.4082, -0.2935, -0.0928
Si, -0.6523, 2.0768, 1.1395
Si, 0.2567, 2.2523, 2.244
Si, -1.1588, -0.1317, 0.2502
Si, 1.3541, 0.4365, 0.475
Si, -0.565, -1.2206, 1.5207
Si, -0.7148, -1.9803, -0.1466
Si, 0.9808, 1.6284, 0.3212
Si, 0.897, 2.0988, 1.0044
Si, 0.7851, 0.8259, 0.7822
Si, 0.4323, 0.3295, -0.4836
Si, 0.3242, -0.0972, -2.0945
Si, 1.1553, -2.1819, -0.2911
Si, -2.005, -0.0761, 0.3965
Si, -0.5557, -0.6187, -0.254
Si, 0.0232, 0.8771, 1.5526
Si, -0.4517, -1.2422, -1.3913
Si, 0.0196, -0.9903, -1.2249
Si, -2.2629, -1.5002, -0.2837
Si, 1.3449, 0.0335, 0.4528
Si, 0.0511, 0.6498, 0.9985
Si, 1.1001, 1.9843, 2.088
Si, -1.0594, -0.9123, -0.2662
Si, 0.6911, 1.462, 0.5405
Si, 1.7395, -0.4296, -0.3112
Si, -1.6317, 0.5792, 1.253
Si, -0.3692, 0.645, -0.3718
Si, -0.1355, -1.6836, 0.669
Si, -0.0522, -1.5431, 2.0885
Si, 0.6861, 1.2072, -2.64
Si, 0.9197, 2.1011, 0.9958
Si, -0.296, 1.7732, -1.9193
Si, -1.0242, -12.0571, -3.8511
Si, -1.3077, 0.7714, -1.7399
Si, 1.6429, 0.3871, -1.0266
Si, -0.6849, 1.6392, -2.67
Si, 2.3585, -1.835, 1.8574
Si, -1.6453, 2.6481, 3.8002
Si, -5.2079, -5.4998, -7.6632
Si, 0.7797, 0.4399, 4.7456
Si, 1.5878, -2.6459, -1.5578
Si, 1.9552, 4.3965, -1.3583
Si, -0.3734, 1.1822, -1.9454
Si, -0.0113, 6.0453, -0.8546
Si, 1.7078, -2.4605, 0.605
Si, 4.2463, -5.339, -7.0931
Si, 1.3318, -0.3036, 0.4097
Si, 7.4923, -3.9901, 4.4307
Si, -2.4809, 0.3094, -1.351
Si, -1.5936, -0.4627, 5.2048
Si, 3.6341, 5.594, 2.2133
Si, -1.7678, -3.0528, 1.5667
Si, -1.6655, 1.8404, 1.5048
Si, -1.9127, -0.2618, -0.8045
Si, -4.16, 10.9173, 2.0002
Si, -0.3049, -1.6929, -1.1397
Si, 2.5985, 1.6995, 11.7618
Si, 3.9472, 0.7261, 4.4097
Si, 2.6676, 2.1739, 0.2013
Si, 6.2938, -4.1933, -5.1726
Si, -3.0241, 0.1463, 2.2677
Si, -2.3148, 2.0268, 0.3486
Si, 5.514, -2.5845, 3.3223
Si, 2.1977, 0.1445, -0.9633
Si, 0.0989, 1.9794, -6.3723
Si, 8.921, 0.4212, -1.5031
Si, 0.7196, 3.023, -1.4564
Si, -4.1349, 2.4151, 1.812
O, 0.2, 4.2174, -0.5358
O, -1.7665, -1.117, -0.2899
O, 0.1357, 1.8651, -0.1224
O, -1.462, -5.9455, 0.5246
O, 0.8159, 2.1721, -4.3755
O, -0.3411, -2.0926, -0.3864
O, -0.1747, -0.4204, 0.767
O, 1.2513, 0.9295, -1.8698
O, -0.6175, 1.3004, 0.7618
O, -1.5306, -1.5764, -0.7603
O, 0.767, -8.2497, 0.6104
O, -0.9687, -3.3704, -6.0341
O, -0.8042, 6.1753, 0.5802
O, -3.5518, -1.8902, 0.1265
O, 0.1052, -2.5154, 7.2915
O, -0.2736, 0.8521, 0.6409
O, 6.181, 0.4075, 6.802
O, 0.8546, 1.8206, 3.071
O, -0.1072, 1.3112, -0.7806
O, 2.2057, 1.5498, -2.8297
O, 8.3939, -8.4293, 3.1737
O, 0.4514, -0.0906, -0.5222
O, -3.4147, -1.2606, -6.834
O, 0.3262, -3.775, -0.3173
O, -0.1512, 0.4193, -0.5213
O, 0.1968, -2.1874, 0.0414
O, 0.4553, 11.8614, 3.0687
O, 0.3393, -3.43, 1.6413
O, -0.2952, 1.2525, -1.8043
O, -0.7857, 1.9215, -0.8053
O, -1.7806, -7.8022, -1.2149
O, -0.1566, -0.1802, 0.337
O, -0.9426, 0.491, 0.16
O, 1.5393, 1.8745, 1.5383
O, 1.5417, -1.0757, 1.1504
O, 0.4439, 0.2053, -0.5187
O, 0.6549, 1.4719, 2.2651
O, 1.5141, 1.1852, 0.3062
O, -0.2175, -3.6781, -1.2224
O, -1.8707, 4.2257, 1.3089
O, -3.4222, 1.3104, -11.2564
O, -4.2048, 4.0079, -4.6283
O, 1.2768, 1.7761, 0.9781
O, -1.6617, 1.3297, 0.1409
O, 0.1444, 0.5828, -0.8921
O, 0.3535, 1.5204, 1.644
O, -0.9859, 0.4186, -0.8036
O, 2.5371, -0.2218, -2.9908
O, -0.2252, -0.031, 2.3728
O, -3.1291, 1.4865, -1.9241
O, 0.4903, -0.4245, -0.4271
O, -1.9876, 0.4593, 0.4014
O, -6.0155, -1.2883, -5.8201
O, -8.5061, -4.5282, 6.0556
O, 1.0988, -0.7114, -0.4982
O, 2.6061, -0.7457, -4.1738
O, 0.4457, -1.4666, -0.17
O, -1.6602, -0.4939, 1.1661
O, -3.1352, -1.8397, 0.0656
O, -0.2834, 0.9666, 2.2852
O, 2.9848, 0.5652, -0.8032
O, 0.4758, 3.4036, 0.1521
O, 0.8341, -3.7486, -3.267
O, -10.2575, 2.3158, 1.2893
O, -2.0859, 3.377, -1.4223
O, 0.6883, -0.5552, -1.053
O, 1.4998, 3.9892, 0.1189
O, 0.9449, -2.0119, 0.0084
O, 1.7098, 0.004, 0.5858
O, 2.3828, -1.9724, 4.7034
O, 1.5372, -0.3923, 1.8484
O, -0.9662, -0.4991, -0.489
O, -2.6464, 3.2372, -4.4056
O, -0.1862, 1.7794, -0.2646
O, 0.6227, 1.2086, -1.4407
O, -3.1967, 1.5094, 1.4015
O, 1.5816, -0.2345, 2.9914
O, 0.2842, 2.3593, 0.7399
O, -0.239, -0.8681, -2.5669
O, -0.2566, -0.2617, -0.1771
O, -3.805, 3.843, 4.2213
O, 0.7587, -1.4899, 2.6104

The program warned: the forces do not sum to zero within the program's tolerance.
